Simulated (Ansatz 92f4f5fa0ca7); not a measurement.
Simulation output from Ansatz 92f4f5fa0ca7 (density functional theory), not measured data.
Periodic cell of 237 atoms, Si146O90B1, from a study of silicon, its oxide and their interface. The atomic structure is a simulated model.
Doubt: the cutoff is far below the 930 eV that the study's wrapper takes by default for these files, so forces and energies are approximate.
This geometry differs little from another in the collection (a relaxation step or a small displacement).

Settings
functional: PBE
potential files: Ansatz PAW
basis: plane waves
wave-function cutoff: 580 eV
density cutoff ratio: 5
exchange-correlation grid ratio: 1
k mesh: 1 x 1 x 1, Gamma-centred
self-consistency stop: 5e-08 eV per atom in the density residual
occupations: fixed
spin: none
net charge: -1 e, with a uniform compensating background and no finite-size correction

Cell vectors (angstrom)
a, 11.6015, 0, 0
b, 0, 10.938, 0
c, 0, 0, 32.0622

Atoms and the computed forces on them: element, x, y, z (angstrom), force x, y, z (eV/angstrom)
Si, -0.1967, -0.0686, 23.2968, 0.0015, 0.0021, 0.0082
Si, 3.6677, 0.2042, 23.1226, 0.0007, 0.0015, 0.0094
Si, 7.548, -0.1377, 23.4695, -0.0017, 0.0029, 0.006
Si, 1.6832, 1.3766, 23.4383, 0.0001, -0.0031, 0.0071
Si, 5.7322, 1.407, 23.2188, -0.0007, -0.0053, 0.0069
Si, 9.4399, 1.2236, 23.378, 0.0006, -0.0017, 0.0082
Si, 0.1568, 5.317, 23.4837, -0.0007, 0.0037, 0.0054
Si, 4.1207, 5.2874, 23.4188, 0, 0.0022, 0.0068
Si, 8.0303, 5.6009, 23.5788, -0.0014, 0.0023, 0.0055
Si, 2.1604, 6.5802, 23.3924, -0.0004, -0.0025, 0.0071
Si, 5.9653, 6.7627, 23.5054, 0.0006, -0.003, 0.0049
Si, 10.0019, 6.8673, 23.633, 0.0002, -0.0021, 0.0064
Si, 1.9005, 2.6609, 25.4089, 0.0003, -0.0017, -0.0034
Si, 5.832, 2.649, 25.2924, 0.0002, -0.0018, -0.0027
Si, 9.6299, 2.6797, 25.2823, -0.0004, -0.003, -0.003
Si, 11.5951, 4.0051, 25.4079, -0.0001, 0.0015, 0.0002
Si, 3.8934, 3.967, 25.3493, 0, 0.0012, 0
Si, 7.743, 4.0871, 25.3769, -0.0002, 0.0021, 0.0018
Si, 1.9735, 8.1521, 25.211, -0.0004, -0.0011, 0
Si, 5.7735, 8.1682, 25.3866, -0.0005, -0.0022, 0.0006
Si, 9.7086, 8.2642, 25.4666, -0.0003, -0.0018, 0.0012
Si, 11.637, 9.5625, 25.2888, -0.0005, 0.0019, -0.003
Si, 3.8652, 9.5926, 25.0919, 0.0005, 0.0019, -0.0034
Si, 7.6881, 9.5238, 25.4354, 0.0003, 0.0019, -0.0021
Si, 11.6466, -0.0175, 27.241, -0.0005, -0.0005, -0.0002
Si, 3.901, -0.0518, 27.1458, 0.0006, -0.0004, -0.001
Si, 7.757, -0.0221, 27.3231, 0.0002, -0.0038, 0.0014
Si, 1.9808, 1.3124, 27.3141, -0.0004, 0.0014, 0.0012
Si, 5.8291, 1.3235, 27.2544, -0.0004, 0.0013, -0.0004
Si, 9.6933, 1.3304, 27.2356, 0.0003, 0.0008, -0.0009
Si, 11.5881, 5.4702, 27.2617, -0.0003, 0.0007, 0.0007
Si, 3.846, 5.4182, 27.2436, 0, 0.0003, 0.0012
Si, 7.7112, 5.4603, 27.3, -0.0001, -0.0012, 0.0012
Si, 1.9363, 6.8217, 27.1955, -0.0007, -0.0013, -0.0001
Si, 5.7582, 6.7985, 27.2989, 0.0005, 0.0003, 0.001
Si, 9.6515, 6.8187, 27.3263, -0.0005, 0.0012, 0.0017
Si, 1.9416, 2.7264, 29.2158, -0.0033, -0.0015, 0.0012
Si, 5.7946, 2.7175, 29.1966, 0.0004, -0.0027, 0.0025
Si, 9.6776, 2.7304, 29.1696, -0.0011, -0.0017, 0.0033
Si, 0.0094, 4.1063, 29.1953, 0.0007, 0.0006, -0.0037
Si, 3.8664, 4.0914, 29.2037, 0.0033, 0.0028, -0.0023
Si, 7.7294, 4.0873, 29.2193, -0.0003, 0.0025, -0.0042
Si, 1.9461, 8.1795, 29.1509, 0.0009, -0.0003, -0.0017
Si, 5.7929, 8.1797, 29.214, 0.0027, -0.0011, -0.0054
Si, 9.6628, 8.1841, 29.2544, 0.0007, -0.0023, -0.0058
Si, 0.0044, 9.5444, 29.1822, -0.0004, 0.0003, 0.0049
Si, 3.8737, 9.5576, 29.1325, -0.0032, 0.0029, 0.0077
Si, 7.7313, 9.5447, 29.239, -0.0008, 0.0025, 0.0006
Si, -0.0012, 0.0045, 31.112, -0.0009, 0.0012, -0.0007
Si, 3.8685, 0.0062, 31.0852, -0.0012, -0.0016, -0.0043
Si, 7.7173, 0.008, 31.1426, 0.0013, 0.0016, -0.0036
Si, 1.9322, 1.3694, 31.144, 0.0028, -0.0022, 0.0053
Si, 5.7927, 1.3827, 31.1613, -0.0011, 0.0048, 0.0026
Si, 9.6602, 1.3634, 31.1128, -0.001, -0.0007, 0.0012
Si, 0.0065, 5.4912, 31.1269, 0.0007, -0.0003, 0.0027
Si, 3.8838, 5.4497, 31.1506, -0.0007, -0.0025, 0.0018
Si, 7.7219, 5.4409, 31.1731, 0.0015, -0.0022, 0.0008
Si, 1.9579, 6.842, 31.1161, 0.0004, 0.0029, 0
Si, 5.8021, 6.8279, 31.1471, -0.0002, -0.0002, -0.0007
Si, 9.653, 6.8294, 31.1928, -0.0021, 0.0031, 0.0017
Si, 1.9333, 2.7625, 1.009, -0.0005, 0.0033, -0.001
Si, 5.7951, 2.5865, 1.169, 0.0045, -0.0497, 0.055
Si, 9.6605, 2.746, 0.9873, -0.0005, 0.0007, -0.0003
Si, -0.0135, 4.1131, 0.9762, 0.0027, -0.002, 0.0033
Si, 3.911, 4.0606, 1.0202, -0.0015, -0.0039, 0.003
Si, 7.691, 4.0542, 1.0382, -0.0023, -0.0034, -0.0003
Si, 1.9495, 8.2503, 0.9749, -0.0032, -0.0022, 0.0056
Si, 5.7946, 8.2463, 0.9803, -0.0014, -0.0017, 0.003
Si, 9.6394, 8.258, 1.0393, 0.0064, -0.0027, 0.0035
Si, -0.0059, 9.5929, 0.9997, 0.0008, -0.0012, 0
Si, 3.8796, 9.6435, 1.0116, -0.0026, 0.0034, -0.0037
Si, 7.7091, 9.6375, 1.0488, -0.0023, 0.0007, -0.0027
Si, 11.6071, 0.0553, 2.9207, 0.0014, -0.0208, 0.0023
Si, 4.0652, 0.2001, 2.8971, -0.0071, -0.0188, 0.0182
Si, 7.5225, 0.2014, 2.8974, 0.0628, -0.04, 0.0172
Si, 1.9854, 1.3932, 2.9295, 0.0038, 0.0204, -0.0008
B, 5.81, 1.3531, 2.8427, -0.0534, 0.0898, -0.1017
Si, 9.6024, 1.3742, 2.9182, -0.0103, 0.0173, -0.0051
Si, 11.5625, 5.5221, 2.875, 0.0014, 0.0054, -0.0027
Si, 3.8746, 5.4928, 2.9175, -0.0027, 0.0091, -0.0023
Si, 7.7304, 5.5037, 2.9283, 0.0012, 0.0094, -0.0013
Si, 1.9178, 6.8326, 2.8661, -0.0015, -0.0045, 0
Si, 5.807, 6.866, 2.894, 0.0012, -0.007, 0.0017
Si, 9.6466, 6.9046, 2.9772, 0.0007, -0.0051, 0.0005
Si, 1.9077, 2.8412, 4.8082, 0.0054, -0.0017, -0.0009
Si, 5.8093, 2.5509, 4.5162, 0.0054, 0.0115, 0.0271
Si, 9.5856, 2.8032, 4.8134, 0.0018, 0.0002, 0.0012
Si, 11.5315, 4.1368, 4.7733, -0.0023, 0.0014, -0.0001
Si, 3.9566, 4.0347, 4.7845, -0.0073, -0.0061, -0.0027
Si, 7.6493, 4.1314, 4.8466, -0.0046, -0.0062, -0.0011
Si, 1.914, 8.2004, 4.7776, 0.0002, -0.0029, 0
Si, 5.8102, 8.2913, 4.7794, 0.0001, -0.0042, 0.0045
Si, 9.6368, 8.3663, 4.8803, 0.0042, -0.0014, -0.0012
Si, 11.6299, 9.6668, 4.8754, 0.0008, -0.001, -0.0007
Si, 3.8453, 9.5576, 4.7181, -0.0055, 0.0018, -0.0046
Si, 7.7015, 9.7445, 4.8347, -0.0007, 0.0049, 0.0014
Si, 11.5904, 0.2392, 6.7657, 0.0005, 0.0111, -0.0115
Si, 3.7579, -0.0536, 6.6285, 0.004, 0.0087, -0.0136
Si, 7.6936, 0.0683, 6.888, 0.0008, 0.007, -0.0145
Si, 2.0493, 1.5035, 6.7358, -0.0045, -0.007, -0.0097
Si, 5.7035, 1.2853, 6.5365, 0.0021, -0.0095, -0.0051
Si, 9.6372, 1.5315, 6.8125, 0.001, -0.0115, -0.0104
Si, 11.5231, 5.5316, 6.664, 0.002, 0.0007, -0.0094
Si, 3.9943, 5.4076, 6.7286, 0.0036, 0.0054, -0.0042
Si, 7.7116, 5.6387, 6.773, 0, 0.0087, -0.0049
Si, 1.9969, 6.6476, 6.5938, -0.0031, -0.0011, -0.0116
Si, 5.8074, 6.9764, 6.7138, -0.0009, -0.0021, -0.0156
Si, 9.7225, 7.0476, 6.8591, -0.0031, -0.0016, -0.0124
O, 9.9532, 7.9758, 8.2631, 0.0047, 0.006, 0.0126
O, 7.6401, 9.9502, 8.2117, -0.0037, -0.0098, 0.0147
O, 7.3938, 4.7515, 8.1556, 0.0018, -0.0077, 0.0212
O, 3.3748, 10.3252, 8.1801, -0.0004, -0.0082, 0.0211
O, 2.1102, 7.4861, 8.017, 0.0013, 0.0025, 0.015
O, 3.9855, 4.605, 8.2191, -0.0003, -0.0072, 0.0086
O, 9.7896, 2.4816, 8.1933, 0.0031, 0.0123, 0.0144
O, 2.6268, 2.3326, 8.1024, 0.0058, 0.0059, 0.0107
O, 11.3969, 4.6258, 8.0584, -0.0033, -0.0055, 0.0122
O, 5.3636, 2.4404, 7.6875, -0.0064, 0.0121, 0.0167
O, 5.8243, 7.9533, 8.081, 0.0028, 0.0068, 0.0136
O, 11.3244, 10.307, 8.1479, -0.0027, -0.0129, 0.0159
O, 11.2828, 10.0742, 21.8161, -0.0014, -0.007, -0.0091
O, 3.2324, 10.7282, 21.5344, 0.0013, -0.0041, -0.0135
O, 5.782, 7.7545, 22.1728, 0.0021, 0.0063, -0.0091
O, 4.2184, 4.4505, 21.9564, 0.003, -0.0047, -0.0094
O, 7.6729, 9.6858, 22.204, -0.0024, -0.006, -0.008
O, 10.2922, 7.6698, 22.2045, 0.0007, 0.0054, -0.0096
O, 1.6089, 2.4006, 22.1275, -0.0027, 0.006, -0.0086
O, 5.9427, 2.4387, 21.9019, -0.0004, 0.0082, -0.0091
O, 8.4428, 4.7021, 22.2348, -0.0001, -0.0031, -0.0115
O, -0.075, 4.4568, 22.0544, 0.0013, -0.0055, -0.0088
O, 2.3569, 7.352, 21.9375, -0.0004, 0.0028, -0.0122
O, 9.1262, 1.8663, 21.8712, 0.0007, 0.0036, -0.0143
Si, 1.9198, 7.7471, 9.5819, 0.0027, 0.0034, -0.0165
Si, 5.0481, 0.5734, 17.6926, -0.0011, -0.0007, 0.0036
Si, 2.4981, 5.4251, 14.0032, -0.0018, -0.002, -0.0027
Si, 10.5642, 3.8646, 14.0404, 0.0017, 0.0005, -0.0056
Si, 8.277, 2.3853, 15.2467, -0.0014, -0.0022, -0.0014
Si, 9.5483, 2.2461, 20.3522, 0.0004, 0.0003, 0.012
Si, 10.5168, 3.6821, 9.0415, -0.003, -0.0027, -0.0205
Si, 0.0263, 2.3278, 11.534, -0.0003, 0.0018, -0.0116
Si, 11.0378, 8.1337, 15.3827, -0.0004, -0.0011, -0.0028
Si, 5.1708, 6.9403, 13.9768, 0.0023, 0.0012, -0.006
Si, 5.7749, 2.6102, 11.0705, -0.0007, 0.0024, -0.0133
Si, 8.5828, 7.6676, 19.4055, 0, -0.0005, 0.0068
Si, 8.1172, 4.8475, 20.6521, -0.0003, -0.001, 0.0113
Si, 5.9415, 9.5913, 15.1986, 0.0006, 0.0019, -0.0023
Si, 2.1095, 7.6274, 20.3601, -0.0016, 0.0025, 0.0107
Si, 1.9257, 4.8902, 18.7973, 0.0005, -0.0003, 0.0079
Si, 4.5011, 3.4381, 18.0217, -0.0005, -0.0003, 0.0056
Si, 8.5239, 8.9254, 16.8266, -0.0002, -0.0017, 0.002
Si, 0.8276, 9.4937, 13.2783, 0.0001, 0.0012, -0.0051
Si, 9.9158, 10.6542, 11.6912, -0.0003, -0.0025, -0.0111
Si, 5.3519, 3.7056, 21.0348, 0.0001, -0.0012, 0.0142
Si, 0.6087, 5.5088, 16.2494, 0.0003, -0.0002, 0.0008
Si, 10.771, 9.1278, 9.1065, -0.0012, 0.0014, -0.0217
Si, 6.5644, 8.8872, 21.3063, 0.0002, -0.001, 0.0131
Si, 7.119, 7.1096, 11.4676, 0.0004, 0.001, -0.0141
Si, 2.6708, 0.7406, 12.1824, 0.0023, -0.0022, -0.0112
Si, 10.8831, 8.6707, 21.0701, 0.0008, 0.0023, 0.013
Si, 6.025, 4.3207, 15.6144, -0.002, -0.001, -0.0006
Si, 7.0941, 0.4908, 12.9528, -0.0001, 0.0008, -0.0076
Si, 4.0772, 2.9924, 8.5241, -0.0016, 0.0008, -0.0198
Si, 0.8745, 6.7459, 11.8852, 0.0023, 0.0005, -0.011
Si, 6.5652, 9.0393, 9.0543, 0.0018, 0.0024, -0.0212
Si, 0.6628, 3.2949, 21.1634, -0.0012, -0.0004, 0.0132
Si, 9.7952, 6.5144, 12.8864, -0.002, 0.0019, -0.0062
Si, 7.7283, 4.5472, 9.7275, 0.0003, -0.0012, -0.0203
Si, 3.9806, 10.072, 20.2289, -0.0014, 0.0006, 0.0128
Si, 4.2665, 3.0409, 13.4825, 0.0025, 0.0004, -0.0061
Si, 3.8415, 10.0014, 9.7103, 0.0001, 0.0007, -0.0201
Si, 8.0668, 0.7824, 18.0303, 0.0015, 0.0012, 0.0049
O, 11.492, 3.2321, 12.8758, -0.0018, 0.0025, 0.006
O, 9.3527, 4.5015, 9.8626, -0.0009, 0.002, 0.006
O, 8.7986, 3.6057, 19.8747, -0.0002, -0.001, -0.0028
O, 4.047, -0.0686, 18.8115, 0.0015, 0.0018, -0.0048
O, 11.3449, 4.5241, 15.3016, 0.0003, 0.0003, 0.0019
O, 9.8706, 9.7762, 10.3128, -0.0012, 0.0042, 0.0115
O, 3.7633, 1.5365, 13.1067, 0.0007, 0.0022, 0.0033
O, 0.6566, 9.0687, 14.8464, 0.0001, -0.0004, 0.0032
O, 6.4853, 0.9689, 18.3864, 0.0003, -0.0004, -0.0012
O, 4.7765, 3.1686, 19.6116, -0.002, -0.0011, -0.0085
O, 6.2577, 1.1781, 11.724, 0.0017, -0.0025, 0.0044
O, 0.5195, 8.5546, 9.8112, 0.0025, -0.0031, 0.0061
O, 5.631, 4.315, 17.2096, 0.0007, 0.0007, -0.0011
O, 8.4381, 7.2056, 12.3944, 0.0029, -0.001, 0.0044
O, 4.46, 2.6162, 10.0792, 0.0062, -0.0017, 0.0133
O, 2.0995, 5.6103, 15.5732, -0.0001, -0.0018, -0.0026
O, 3.3649, 0.0749, 10.8817, -0.004, 0.0041, 0.0098
O, 5.8889, 7.2229, 12.5363, -0.0035, -0.0007, 0.0066
O, 2.308, 6.3549, 19.3783, -0.0002, -0.0026, -0.0033
O, 0.6609, 4.9379, 17.7709, -0.0014, 0.0007, -0.0035
O, 8.422, 10.6928, 12.3491, -0.0019, 0.0012, 0.0033
O, 5.4611, 10.043, 9.7038, -0.0021, 0.001, 0.0065
O, 0.5845, 8.1645, 20.2333, 0.0028, -0.003, -0.0033
O, 9.7711, 2.6118, 14.6889, -0.0006, -0.0001, 0.001
O, 2.003, 10.5991, 13.1988, -0.0018, -0.0014, 0.003
O, 9.9704, 9.0947, 16.1217, 0.0011, -0.0001, 0.0006
O, 6.1656, 10.3586, 13.7721, -0.0003, -0.0013, 0.003
O, 7.4734, 1.6015, 14.0797, 0.0008, 0.0014, 0.003
O, 1.6384, 3.9269, 20.0514, 0.0032, 0.0036, -0.0072
O, 5.9008, 5.7889, 14.9028, -0.0001, -0.0012, 0.0015
O, 7.3634, 8.953, 15.697, 0.0002, 0.0001, 0.0003
O, 1.5039, 1.6844, 11.5884, 0.0002, -0.0007, 0.0029
O, 7.2066, 8.2878, 10.3518, 0.0019, -0.0054, 0.0108
O, 4.336, 1.9835, 17.2853, 0.0004, 0.0002, -0.0011
O, 7.0766, 3.1594, 10.2715, -0.0023, -0.0025, 0.0056
O, 11.5805, 7.0016, 16.4074, 0.0009, -0.0007, -0.0004
O, 8.3069, 10.1434, 17.8471, 0.0003, -0.0006, -0.0011
O, 3.234, 8.5428, 10.1111, -0.0013, -0.0021, 0.0046
O, 7.5737, 3.8321, 15.5091, -0.0002, 0.0003, 0.0005
O, 3.1385, 4.2923, 17.9146, 0.0008, -0.0008, -0.0013
O, 2.9127, 3.9081, 13.6363, 0.0007, 0.005, 0.0006
O, 1.3195, 8.2169, 12.4167, -0.0008, 0.0019, 0.0031
O, 1.1965, 5.7071, 13.0844, 0.0035, -0.0015, 0.005
O, 5.0004, 8.3059, 14.8605, -0.0002, -0.0003, 0.0014
O, 11.1693, 2.4017, 20.3437, -0.0012, -0.0008, -0.0038
O, 10.9773, 10.0129, 12.7489, 0.0031, -0.0008, 0.0042
O, 5.2954, 3.5673, 12.3187, -0.0031, -0.0001, 0.0081
O, 5.0744, 3.2015, 14.8859, -0.001, 0.0013, 0.0005
O, 6.4863, 4.8049, 20.5791, -0.0001, 0.0002, -0.0037
O, 8.3907, 1.5576, 16.6392, 0.0002, 0.0011, -0.0016
O, 10.4103, 1.2448, 11.4205, 0.0001, 0, 0.0027
O, 10.8692, 6.6063, 11.6567, -0.0014, -0.0004, 0.0032
O, 3.2285, 8.6876, 19.856, -0.0012, -0.0005, -0.0026
O, 1.7291, 6.4182, 10.5318, -0.0022, -0.002, 0.0089
O, 7.1664, 8.1971, 19.98, 0.0016, -0.0009, -0.005
O, 8.5027, 7.5868, 17.7712, -0.0003, 0.0016, -0.0044
O, 3.6724, 6.4548, 13.6083, -0.0015, -0.0009, 0.0025
O, 9.5626, 4.9706, 13.3643, 0.0009, -0.0015, 0.0024
O, 5.5112, 9.9739, 20.7536, -0.0036, 0.0001, -0.0043
O, 10.3194, 7.3834, 14.1436, 0.0006, 0.001, 0.0037
O, 8.7817, 6.1622, 19.9778, 0.0002, 0.0025, -0.0027
O, 7.0754, 5.7022, 10.6636, -0.0007, 0.0043, 0.0069
O, 5.281, 10.5425, 16.3756, 0.0006, -0.001, -0.001
O, 9.064, 1.1621, 19.2497, -0.0022, -0.0012, -0.0056
O, 11.5771, 3.1863, 10.1631, 0.0036, -0.0036, 0.0105
O, 9.7417, 8.7072, 19.9041, -0.0028, -0.0013, -0.0042

Results
free energy: -144146.987 eV
free energy less fixed offsets of B -154.04, O -568.88, Si -635.61 eV per atom: 5.313 eV

The program warned: the cutoff lies below the one the program advises for these potential files; the exchange-correlation potential is rough where the density is thin.
